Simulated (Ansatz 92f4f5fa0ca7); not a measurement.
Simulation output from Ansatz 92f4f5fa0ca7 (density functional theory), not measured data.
Periodic cell of 140 atoms, Si84O56, from a study of silicon, its oxide and their interface. The atomic structure is a simulated model.

Settings: functional r2SCAN; potential files Ansatz norm-conserving; basis plane waves; wave-function cutoff 1300 eV; density cutoff ratio 4; exchange-correlation grid ratio 1; k mesh 2 x 2 x 1, shifted by 0.5 0.5 0.5 of a step; self-consistency stop 5e-08 eV per atom in the density residual; occupations Fermi-Dirac, 0.05 eV; spin none; net charge 0.

Cell vectors (angstrom)
a, 10.88, 0, 0
b, 0, 10.88, 0
c, 0, 0, 20.875

Atoms and the computed forces on them: element, x, y, z (angstrom), force x, y, z (eV/angstrom)
Si, 2.7387, -1.2662, -0.2868, -1.2946, -1.5792, 4.9434
Si, 3.5641, 2.6727, -0.3445, 1.8358, 1.5745, -1.5163
Si, 0.1533, 5.5039, -0.1966, -0.0879, 1.568, 3.0673
Si, 3.3626, 9.1983, -2.3428, -2.1586, 1.799, -4.924
Si, 6.5601, 1.7902, -0.4301, 0.4297, -1.3217, -0.0407
Si, 8.2887, 3.483, -0.1439, -3.0143, 0.7537, -1.5795
Si, 6.3796, 5.1603, -0.5297, -1.0991, -0.1579, 3.0943
Si, 8.3551, 10.2364, -1.2876, 0.3138, -0.771, 0.5581
Si, 1.9971, 1.3962, 0.5398, -3.6946, -2.2772, 2.9707
Si, 4.1241, 4.2129, 1.3222, -0.8373, -1.6581, 1.0256
Si, 1.2605, 7.1141, 1.4655, -0.5374, -0.7035, -2.1267
Si, 4.2654, 10.1029, 1.8077, 3.1732, -1.787, -3.0191
Si, 5.9957, 1.0926, 1.8326, 1.1499, -2.4128, -1.4915
Si, 9.4182, 4.5761, 1.4099, 2.6754, -1.5643, 0.5724
Si, 7.3019, 7.3554, 1.3012, -0.1324, 0.1164, 0.8917
Si, 8.79, 9.3647, 1.5275, -0.0817, -1.1128, 0.5337
Si, -0.0183, 2.822, 2.5551, -2.1935, -0.4785, -0.8215
Si, 2.7311, 0.2426, 2.7783, -3.2451, 1.8438, 0.3649
Si, -0.2108, 8.4326, 2.6845, 0.8273, 0.3384, 0.7488
Si, 2.3816, 5.1413, 2.5187, 0.7386, 1.9978, 1.3443
Si, 5.3657, 2.9075, 2.9043, -0.5659, 1.3664, 0.5466
Si, 7.7545, -0.0756, 3.0529, 0.2096, 0.3926, -1.1731
Si, 5.4853, 8.0987, 2.5528, -0.3389, 0.812, 0.5193
Si, 8.3681, 5.7676, 2.956, -1.8536, 0.6874, -1.7539
Si, 1.1438, 3.932, 4.2314, 2.2834, -1.1643, -1.4079
Si, 3.8224, 1.5416, 4.2372, 1.7754, 0.6565, -0.099
Si, 1.4412, 9.6774, 4.1042, -0.509, -1.1641, -0.1482
Si, 4.175, 6.7123, 3.9312, -1.3981, -0.33, -1.417
Si, 7.1041, 4.1786, 3.9864, -2.0896, -0.5375, 0.7759
Si, 9.5293, 1.1584, 3.9335, 0.9334, 0.934, 0.6748
Si, 6.6764, 9.2233, 4.2957, -0.3442, 0.0404, -0.4001
Si, 9.637, 7.0154, 4.2441, 0.9464, 0.9209, -0.1787
Si, 0.1355, -0.0034, 5.6384, -1.7263, -0.056, -0.0973
Si, 2.6965, 2.7532, 5.7749, -1.0811, 0.5913, 0.2144
Si, -0.0575, 5.3884, 5.3406, -0.8727, 0.4852, 0.4693
Si, 2.8092, 7.939, 5.3542, -1.097, 1.6864, -0.4268
Si, 5.1682, -0.1466, 5.1888, 0.7648, 0.8156, 2.0336
Si, 8.1779, 2.6031, 5.3039, 0.4654, -0.4366, 0.4168
Si, 5.3355, 5.3315, 5.2683, 2.7183, 0.506, -0.6787
Si, 8.2536, 8.1621, 5.6303, -0.5261, -1.3327, -0.2523
Si, 1.4031, 1.2532, 7.1965, -0.0669, -0.0913, -1.3356
Si, 4.0778, 4.4068, 6.7809, -1.1719, -1.8811, 0.9546
Si, 1.2813, 6.6816, 6.6245, 0.6687, 1.2044, 0.6895
Si, 3.8954, 9.5318, 6.7668, 0.1368, -0.0842, 0.4587
Si, 6.737, 1.232, 6.6934, -1.1171, 0.4679, -1.3909
Si, 9.5322, 4.016, 6.6567, 0.8683, -0.4999, -0.6402
Si, 6.8496, 6.5023, 6.7194, 2.4172, -0.7084, -1.6891
Si, 9.4234, 9.4584, 7.1028, 1.0414, 0.2032, -0.4035
Si, 0.2193, 2.9598, 7.9998, -1.6601, 0.898, 3.5189
Si, 2.6478, -0.1521, 8.514, 0.7486, -0.9185, -0.5397
Si, 0.2332, 8.0682, 8.2197, -0.765, -0.1684, 1.4368
Si, 3.1552, 6.2132, 7.8991, 1.6338, -0.0929, 0.4478
Si, 5.313, 2.7554, 7.829, 0.1836, -0.175, 0.8762
Si, 7.8227, -0.0939, 8.2335, 1.36, -0.5913, 1.7702
Si, 5.1044, 8.018, 8.1812, -1.4338, 2.0695, 0.9991
Si, 8.3395, 5.2512, 8.0573, -0.541, 1.3114, 0.8029
Si, 1.3226, 4.9452, 10.386, -1.5355, -2.0404, -0.4646
Si, 4.0035, 1.4581, 9.4305, 2.6494, -0.8169, 0.308
Si, 2.0703, 8.8047, 9.7805, -1.6739, 0.6822, 1.6302
Si, 2.8075, 6.5472, 10.1545, -0.8098, 1.6315, -2.1327
Si, 6.9884, 3.8335, 9.1156, -1.2107, -0.2974, 0.3129
Si, 9.3041, 1.9722, 9.6262, 0.1921, 3.9801, 4.35
Si, 6.315, 10.2835, 10.1552, -0.1968, -1.7133, -2.5307
Si, 9.8209, 6.8201, 10.2609, 1.9611, -1.9718, -2.372
Si, 2.6232, 2.5766, 11.9165, -2.741, 1.3378, -0.4698
Si, 5.9312, 6.8684, 13.9399, 0.9162, -0.3361, -0.312
Si, 0.1342, 8.9687, 12.1017, 2.3019, 1.9999, 2.1895
Si, 5.3692, 5.3265, 11.4012, 1.4508, 0.7142, 2.1859
Si, 17.5485, 9.2685, 15.2648, -0.5092, 2.0198, -0.5137
Si, 1.366, -0.6479, 16.2525, -0.7841, 3.438, 1.8145
Si, 5.2625, 5.0974, 15.6043, 0.5443, -0.5218, -1.7441
Si, 2.3349, 15.0713, 19.1265, -1.3678, 0.3751, 0.7139
Si, 15.9421, 2.7947, 13.4412, -2.7617, 1.3669, -0.0612
Si, 6.4223, 10.7354, 13.0058, -0.4883, 2.8656, -2.0538
Si, 10.1054, 10.925, 17.3158, 1.3034, -0.5705, -0.5368
Si, 6.3633, -2.0808, 18.0724, 1.6782, -0.4392, 0.8302
Si, -0.1577, 12.0354, 12.3439, -1.1661, 1.3223, -2.9628
Si, -0.2349, 1.5478, 15.1023, 1.2148, 0.0036, 4.5185
Si, 6.6113, 5.6432, 17.5013, -0.2647, -1.3434, -1.1341
Si, -0.1688, 2.9108, 17.87, -0.3608, 0.3326, -2.0823
Si, 2.549, 6.5377, 16.8706, 0.9314, 0.1977, 0.9915
Si, 1.4441, 8.5183, 14.8814, 0.1087, -0.7697, -4.683
Si, 9.178, 4.4907, 18.7152, -0.683, 0.1332, -1.3204
Si, 15.3308, 8.6244, 13.8235, 0.9824, 1.8899, 0.9574
O, 2.1495, -2.8055, 0.4354, 0.916, 2.1054, -0.8728
O, -3.5239, -1.9269, -1.4508, -1.7471, 0.4924, -1.539
O, 1.4159, 7.2167, -5.1148, 1.5302, -4.1891, 3.1978
O, 2.2192, 5.571, -2.6719, 0.2353, -0.2358, -1.2551
O, 2.9233, 8.4461, -6.7505, -1.4614, 0.1384, -0.473
O, -0.7454, 5.7146, -1.5474, 0.0088, -0.1581, -0.5352
O, 4.9389, 12.8529, -1.018, 1.504, -0.0421, 0.3771
O, 1.5439, 4.6346, -0.2834, 0.0743, -0.4792, -2.241
O, 0.5018, 2.142, 1.1097, 2.4631, -0.6537, -0.6123
O, 12.2022, 3.1912, -2.526, 0.6963, -0.0463, 0.7609
O, 10.299, 1.4112, -2.6952, -0.3964, -1.0059, 1.5759
O, 9.1974, 10.0034, 0.0985, -0.5135, 0.7253, -1.0343
O, 4.7919, 5.3039, 0.3721, 2.7579, 0.1161, -1.9399
O, 6.6862, 17.585, -0.0948, 1.509, 0.064, -0.5629
O, 4.9617, 3.5661, -6.0056, 1.0985, 1.8703, 1.4132
O, 6.0124, 1.5658, 13.3945, 2.0372, -3.6972, -1.0037
O, 3.5048, 13.0612, 13.2159, 0.7581, 1.3832, -1.0294
O, 3.2601, 2.4906, 10.4322, 1.0018, -0.6532, 0.1089
O, 5.2059, 0.5437, 10.316, -2.135, 1.6083, -0.9536
O, 4.011, 6.1918, 11.1028, 2.6198, -1.0606, 1.1969
O, 5.1512, 3.9984, 12.3215, -0.093, -0.3704, -0.1611
O, 1.5595, 9.3375, 11.4129, 0.6866, -1.5294, -2.9287
O, 6.6068, 7.7799, 7.6807, -0.6481, 0.1437, 0.6301
O, 6.2988, 4.8957, 10.1798, -0.7285, 0.2007, -0.0262
O, 7.1687, -0.4325, 11.528, -0.6297, -0.0202, 1.0014
O, 10.3937, -0.449, 12.2663, -0.4589, 2.2393, 0.8565
O, 11.9183, 3.9442, 9.1025, 0.7834, -0.3609, -1.3178
O, 12.1211, 11.5421, 15.0865, -1.5272, -0.1891, 1.1184
O, 9.1842, 0.5331, 9.1132, -1.3404, -3.2283, -1.6563
O, 10.6895, 5.3298, 10.6743, -3.1477, 3.7159, 0.481
O, -0.5706, 2.0433, 13.6504, 0.1703, -0.7293, 0.5449
O, 1.4039, 1.5023, 11.9577, -1.0102, -0.3382, 0.2237
O, 10.0549, 8.0351, 11.3392, -2.159, -2.4548, -1.6398
O, 5.5545, 8.772, 9.6136, -0.06, 1.5483, 1.3227
O, 2.6078, 10.3164, 17.3748, 0.1426, -0.6675, 0.6292
O, 4.9165, 9.431, 18.4098, 1.8797, -0.1919, -0.0082
O, 1.8992, 15.0431, 11.6493, 1.7199, -2.9062, 1.9866
O, -1.2741, 12.8397, 11.3772, 1.431, -1.0841, -2.6448
O, 14.7511, 5.7047, 16.1671, -3.1288, 1.7378, 0.852
O, 11.2727, 8.3005, 13.5467, 1.0831, 0.3838, 2.4649
O, 1.5679, -0.0695, 20.6652, 0.9859, 0.3706, -0.0591
O, -0.032, 2.8247, 16.2555, -0.4662, -0.9496, -3.1091
O, 7.1718, 7.9084, 14.6727, -1.0733, -4.2177, -1.4147
O, 7.46, 10.2529, 14.1052, -1.6408, -0.1522, 2.1997
O, 6.2667, 18.0839, 17.6952, 0.0963, 0.8708, 0.2887
O, 13.75, 7.8868, 17.7895, 0.4073, -2.1962, -0.9248
O, 5.0535, 9.8646, 12.8402, -0.7654, -0.7579, 0.4112
O, 7.6706, 2.5416, 9.809, 1.9495, -0.3997, -0.2535
O, 15.851, 9.2978, 15.2861, 2.3593, -0.0295, -0.2355
O, 6.2596, 6.3729, 12.3828, -0.3292, -0.6092, 0.188
O, 9.3983, -0.9301, 18.4103, 0.5456, 0.6023, -1.5255
O, 6.1253, 4.8071, 18.8032, -1.6423, 0.5765, 0.4887
O, 7.0984, -1.3576, 16.776, -0.3434, -0.0119, 1.5087
O, -2.7495, 5.0872, 17.4428, 2.201, -0.0159, 1.4331
O, 7.6, 0.7786, 19.4211, -1.8704, 0.6612, 1.2581
O, -1.4243, 0.561, 15.8593, 1.2054, 0.6213, -0.1567

Results
free energy: -35854.379 eV
free energy less fixed offsets of O -463.61, Si -117.95 eV per atom: 15.581 eV
pressure: -1.56 GPa
stress xx, yy, zz, yz, xz, xy (GPa, positive in tension): 1.25, 1.61, 1.81, -0.99, 1.83, -0.28

The program warned: the forces do not sum to zero within the program's tolerance.
